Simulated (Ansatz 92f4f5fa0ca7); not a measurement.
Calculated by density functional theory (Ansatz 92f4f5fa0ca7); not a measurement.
Periodic cell of 215 atoms, Si132O82As1, from a study of silicon, its oxide and their interface. The atomic structure is a simulated model.
Doubt: the cutoff is far below the 930 eV that the study's wrapper takes by default for these files, so forces and energies are approximate.
This geometry differs little from another in the collection (a relaxation step or a small displacement).

Settings: functional PBE; potential files Ansatz PAW; basis plane waves; wave-function cutoff 580 eV; density cutoff ratio 5; exchange-correlation grid ratio 1; k mesh 1 x 1 x 1, Gamma-centred; self-consistency stop 5e-08 eV per atom in the density residual; occupations fixed; spin none; net charge +1 e, with a uniform compensating background and no finite-size correction.

Cell vectors (angstrom)
a 10.938 0 0
b 0 10.938 0
c 0 0 31.5432

Atoms and the computed forces on them: element, x, y, z (angstrom), force x, y, z (eV/angstrom)
Si 10.4376 0.5724 24.3394 -0.0016 0.0001 -0.0057
Si 6.0444 10.5036 24.1497 -0.0008 0.0014 -0.0039
Si 2.1319 3.2453 24.0807 -0.0013 -0.0009 -0.0049
Si 8.7043 2.2546 24.3055 0.0006 -0.0009 -0.0035
Si 0.5033 5.0524 24.1634 0.0007 0.0004 -0.0026
Si 5.055 5.8939 24.1919 -0.0001 0.0002 -0.0042
Si 3.3969 7.6494 24.1609 0 -0.0003 -0.0041
Si 7.8303 8.8291 23.987 0.0007 0.0002 -0.0044
Si 1.343 1.4805 25.456 -0.001 0.0021 0.0059
Si 6.9234 1.2983 25.5024 0.0011 -0.002 0.0052
Si 4.0278 4.1008 25.3226 -0.0003 -0.0001 0.0032
Si 9.6704 4.0939 25.4196 0.0001 -0.0016 0.0044
Si 1.5 6.8127 25.3701 0.0011 -0.0008 0.0035
Si 6.8988 6.949 25.2373 -0.0002 -0.0007 0.0025
Si 4.2335 9.5303 25.3448 -0.0005 -0.0012 0.0027
Si 9.5274 9.6407 25.4345 -0.0015 0.0011 0.006
Si 2.7819 0.0065 26.6386 0.0012 0.0001 -0.003
Si 8.228 -0.0278 26.9472 0.0007 0.0012 -0.0098
Si 0.019 2.7695 26.9186 0.0009 0.0003 -0.0082
Si 5.4512 2.7355 26.6617 -0.0001 -0.0007 -0.0023
Si 2.7634 5.4382 26.8377 -0.0026 -0.0007 -0.0067
Si 8.2281 5.5247 26.6231 0.0017 0.0007 -0.0029
Si 0.0417 8.2112 26.6475 0.0008 0 -0.0029
Si 5.5593 8.1978 26.794 0.002 0.0031 -0.0054
Si 4.1105 1.3676 28.0679 -0.0011 0.0018 0.0015
Si 9.5973 1.3721 28.2385 0.0009 -0.0007 0.0028
Si 1.3954 4.1219 28.2359 0.0036 -0.001 0.0004
Si 6.8387 4.1368 28.0159 0.0001 -0.0021 0.0039
Si 4.1626 6.8237 28.1391 -0.0012 0.0017 0.0075
Si 9.5975 6.8522 28.049 -0.0011 0 0.0021
Si 1.3954 9.5911 28.0398 -0.0018 0.0005 0.0034
Si 6.8505 9.5372 28.2403 -0.0004 -0.0013 0.0005
Si 0.0541 -0.0205 29.5232 0.0019 -0.0019 -0.0012
Si 5.4471 0.0139 29.4899 -0.001 0.001 -0.001
Si 2.7706 2.7086 29.5228 0.0012 -0.0013 -0.0006
Si 8.1726 2.774 29.47 -0.0031 0.0022 -0.0029
Si -0.0157 5.5062 29.4938 -0.0023 0.0023 -0.0008
Si 5.5109 5.4507 29.4996 0.0009 -0.0021 -0.0009
Si 2.7521 8.2169 29.4393 0.0001 -0.0001 -0.0041
Si 8.2551 8.1645 29.5307 0.0016 -0.0019 0.0004
Si 1.3968 1.3556 30.9028 -0.0012 0.0012 0.0004
Si 6.8168 1.3858 30.834 0.0017 -0.0002 0.0015
Si 4.1315 4.0897 30.8796 -0.0013 0.0013 0
Si 9.5518 4.1216 30.8378 0.0014 -0.0016 0.0015
Si 1.3757 6.8646 30.8229 0.0023 -0.0018 0.0017
Si 6.8676 6.8058 30.8934 -0.002 0.0015 0.0006
Si 4.0887 9.5786 30.842 0.0005 -0.0013 0.0013
Si 9.6068 9.5548 30.8912 -0.0006 0.0021 0.0007
Si 2.7521 -0.0274 0.7208 -0.0015 0.0016 -0.0018
Si 8.1809 0.0104 0.6563 -0.0004 -0.0021 -0.0008
Si -0.0272 2.7513 0.6655 0.0019 -0.0015 -0.0003
Si 5.48 2.7115 0.7116 -0.001 0.001 -0.0019
Si 2.7154 5.4818 0.6552 0.0011 -0.001 0.0001
Si 8.2194 5.4327 0.7273 -0.0017 -0.0001 -0.0009
Si 0.0409 8.1829 0.7092 -0.0006 0.0012 -0.0015
Si 5.4632 8.2139 0.6629 0.0013 0 -0.0006
Si 4.1183 1.3393 2.0779 0.0007 -0.0003 0.0031
Si 9.5237 1.3875 2.0257 -0.0031 0.004 -0.0003
Si 1.3287 4.1302 2.0373 -0.0019 0.003 0.0012
Si 6.8503 4.0556 2.0843 0.0008 -0.002 0.0037
Si 4.0693 6.8631 2.0203 -0.004 0.0005 -0.0004
Si 9.6113 6.8 2.0617 0.002 -0.0014 -0.0008
Si 1.3843 9.5487 2.0874 0.0002 0.0006 0.0045
Si 6.8224 9.5792 2.049 0.0018 -0.0006 0.0014
Si -0.0454 0.0039 3.3381 0.001 -0.0078 -0.0079
Si 5.4704 -0.0204 3.4959 0.0008 -0.0007 -0.0025
Si 2.6914 2.7261 3.3444 -0.0032 -0.0024 -0.0053
Si 8.187 2.6899 3.514 0.0015 0.0021 -0.0015
Si -0.012 5.4598 3.5168 0.0038 -0.0026 -0.0051
Si 5.4331 5.4651 3.3237 0.0074 0.0043 -0.0061
Si 2.743 8.194 3.5 0.0002 0.0003 -0.0017
Si 8.2267 8.1838 3.3558 -0.0029 0.0079 -0.01
Si 1.289 1.369 4.6799 0.0064 0.0035 0.0154
Si 6.8325 1.3039 4.9247 -0.002 0.0006 0
Si 4.0541 4.116 4.6596 0.0001 -0.0028 0.0161
Si 9.5613 4.0529 4.9023 -0.0032 -0.0041 0.0029
Si 1.3702 6.8369 4.9031 0.0048 -0.0016 -0.0009
Si 6.8274 6.8117 4.6616 -0.0018 -0.0114 0.007
Si 4.1021 9.5677 4.8991 -0.0017 0.0022 0.002
Si 9.561 9.5729 4.7296 0.0038 0.003 0.0016
Si 2.6169 0.0429 6.1135 -0.0027 -0.0007 -0.0054
Si 8.2472 -0.1101 6.2676 -0.0018 0.002 -0.0009
Si -0.0125 2.6449 6.2186 0.0015 0.0028 -0.0067
Si 5.3697 2.7603 6.0864 -0.0009 0.0011 -0.0066
Si 2.7502 5.4171 6.1758 -0.0016 -0.0001 -0.0063
Si 8.0475 5.3889 6.1415 -0.0019 -0.0007 -0.0057
Si 0.0516 8.3445 6.1964 0.0018 0.0037 0.004
Si 5.5408 8.1269 6.1483 -0.003 0.0031 -0.0041
Si 3.4668 1.9391 7.2076 -0.0024 0.0025 0.0082
Si 10.026 0.8394 7.4982 -0.0008 -0.0063 0.0075
Si 1.7617 3.652 7.3839 0.0018 -0.0049 0.002
Si 6.1784 4.5134 7.4187 -0.0018 0.0018 0.0087
Si 4.6293 6.3051 7.2902 0.0049 -0.0044 0.0062
As 9.1232 7.233 7.258 0.0102 -0.0193 0.007
Si 0.9007 10.1829 7.5563 0.0018 0.003 0.0073
Si 7.3095 8.9872 7.491 -0.0039 0.0055 0.0177
O 4.6003 6.6363 8.9059 -0.0012 0.0009 -0.0028
O 1.36 3.9628 8.9635 -0.0027 0.0033 -0.0008
O 9.8201 6.4329 8.7151 -0.0091 0.0134 -0.0342
O 1.3086 10.1209 9.1725 -0.0035 0.0002 -0.0075
O 6.0531 4.211 9.0475 -0.0002 0.0016 -0.006
O 3.6936 1.609 8.7944 0.0003 0.0012 -0.0036
O 7.1433 8.9816 9.1357 0.0002 -0.0013 -0.0048
O 9.6408 1.0717 9.0886 0.0012 -0.0004 -0.0052
O 8.24 2.532 22.7502 0.0004 -0.0003 0.0039
O 10.9946 5.5521 22.65 0.0004 -0.0005 0.0036
O 5.6213 0.1047 22.6509 0.0003 -0.0004 0.0042
O 5.2956 5.4024 22.6313 -0.0005 0.0006 0.0051
O 2.1575 2.7952 22.4822 0.0004 0.0005 0.0055
O 3.3284 7.8592 22.5142 0.0002 0 0.0039
O 8.3807 8.7451 22.4128 -0.0016 0.0002 0.0057
O -0.1564 11.2251 22.7593 0.0007 -0.0001 0.0038
Si 2.1577 2.9667 12.9026 -0.0002 -0.0019 0.0061
Si 8.6794 1.3132 10.3812 -0.0017 0.0013 0.0048
Si 1.0628 4.495 15.3559 -0.0002 -0.0004 0.0037
Si 7.5572 5.5871 12.1994 -0.0029 -0.0003 0.0055
Si 2.416 8.1788 21.2067 -0.0002 -0.0003 -0.0044
Si 5.4108 7.7848 12.4861 0.0016 0.0003 0.0041
Si 9.2702 0.4486 15.5022 -0.0003 -0.0007 0.0021
Si 2.9166 -0.0419 16.6701 -0.0006 0 -0.0001
Si 10.4705 1.1583 12.6157 0.0006 -0.0005 0.0049
Si 7.7645 2.827 21.2339 0.0002 0.0001 -0.0058
Si 9.1148 8.7744 14.4538 -0.0002 0.0008 0.0037
Si 1.4742 4.7716 10.3799 0.0107 -0.0071 0.0044
Si 4.4892 9.4784 19.1391 0.0001 0.0009 -0.004
Si 11.0748 6.0983 21.1158 0.0007 -0.0003 -0.0059
Si 6.6125 10.4443 14.8554 0.0004 0.0005 0.0038
Si 5.3892 0.7297 21.1726 -0.0002 -0.0006 -0.0058
Si 2.3423 9.7995 10.4138 0.0031 0.0026 0.0044
Si 0.4314 10.6328 21.3831 0.0006 -0.0001 -0.0038
Si 5.8551 5.2522 21.1209 0.0004 -0.0003 -0.006
Si 3.6432 7.0828 10.1266 0.0008 0.0021 0.0042
Si 9.0461 5.6835 14.8468 -0.0001 0.0004 0.0044
Si 3.6577 4.0811 19.094 0.0001 -0.0005 -0.004
Si 10.0296 3.6632 19.3206 -0.0002 -0.0001 -0.0044
Si 4.255 8.6684 15.3744 0.0001 0.001 0.003
Si 0.4557 1.913 17.1671 -0.0001 -0.0001 -0.0009
Si 6.7987 7.5304 19.2406 -0.0003 -0.0005 -0.0039
Si 5.259 3.6217 16.7454 0.0001 -0.0002 0.0004
Si 7.7854 5.0081 17.522 -0.0003 -0.0006 -0.0007
Si 6.654 9.9301 10.3924 -0.0049 0.0044 0.006
Si 4.376 1.045 10.1309 0.0004 0.0006 0.0025
Si -0.0621 9.0861 11.8883 -0.0001 0.0011 0.0067
Si 9.1033 8.6329 20.9364 0.0006 -0.0001 -0.006
Si 4.5563 1.6641 14.5897 -0.0006 -0.0004 0.0028
Si 2.447 2.0821 21.0423 0.0005 0.0003 -0.0055
Si 6.3307 3.332 10.3989 -0.001 -0.0019 0.004
Si 3.4324 5.9117 16.7361 0.0003 -0.0001 0.0001
Si 9.885 6.5348 10.3514 -0.003 0.0066 0.0228
O 0.1233 2.6271 18.5916 -0.0003 0.0006 0.0022
O 2.9246 9.6332 15.589 -0.0001 -0.0004 -0.0014
O 10.8569 4.8057 20.1482 0.0002 0.0004 0.0022
O 7.5766 2.4062 9.933 0.0017 0.0002 -0.0011
O 10.9388 5.3635 10.8314 -0.005 0.0014 -0.0043
O 6.6037 6.7402 12.855 -0.001 0.0021 -0.0047
O 10.3027 8.0802 10.7264 -0.0012 -0.0025 -0.0046
O 7.6503 9.448 13.9962 -0.0003 -0.0005 -0.0027
O 8.4092 6.2126 10.952 0 -0.0002 -0.0038
O 5.362 10.4715 20.0836 -0.0001 -0.0001 0.003
O 2.1753 3.7351 11.4407 -0.0002 0.0023 -0.0044
O 7.9795 8.5425 19.7535 0.0002 0.0003 0.0023
O 6.2117 6.7263 20.5393 -0.0001 0 0.003
O 5.5133 2.7133 15.413 0.0002 0.0007 -0.0012
O 1.3028 0.9284 20.7017 -0.0004 -0.0002 0.0028
O 6.04 9.0432 11.6139 -0.0009 -0.0027 -0.002
O 4.6198 4.9863 16.112 -0.0004 -0.0001 -0.0008
O 6.5963 3.9014 17.6391 0.0002 -0.0002 0
O 10.5177 10.6702 11.8099 -0.0003 0.0023 -0.002
O 5.581 0.4943 13.9944 -0.0002 0.0001 -0.002
O 8.0154 5.0775 15.9223 0.0007 0.0002 -0.0018
O 9.7432 9.8103 15.5561 0 -0.0006 -0.0023
O -0.3956 5.151 15.1343 -0.0001 0.0002 -0.0018
O 1.5747 6.8291 20.8073 -0.0001 0 0.0029
O 1.5049 0.6351 17.1898 -0.0001 0 0.0002
O 6.5974 1.7658 20.8079 0 -0.0003 0.0031
O 1.0204 1.7835 12.8254 -0.0017 -0.0007 -0.0027
O 3.2443 5.4948 18.3283 0.0001 0 0.0017
O 9.53 2.0179 11.5895 0.0006 -0.0009 -0.0027
O 1.0119 3.0913 16.1831 -0.0003 -0.0002 -0.0008
O 8.6037 5.1566 13.3659 0.0007 -0.0003 -0.0019
O 10.2286 8.5488 13.2719 0 0 -0.0026
O 1.4463 9.3974 21.6767 -0.0005 0.0005 0.0015
O 10.076 9.9393 20.6115 -0.0006 -0.0006 0.0028
O 3.1843 0.1976 10.9019 -0.0005 -0.0012 -0.0029
O 5.0807 2.3475 10.8505 -0.0002 -0.0005 -0.0027
O 1.7302 4.1493 13.919 -0.0011 0.0008 -0.0014
O 7.9116 10.8683 10.857 0.001 -0.0005 -0.0024
O 9.1369 4.4665 18.2243 0.0004 -0.0001 0.001
O 5.6354 9.4959 15.781 -0.0002 -0.0003 -0.0009
O 5.5263 -0.0356 9.738 0.0001 -0.0007 -0.0025
O 3.5964 2.3062 13.3995 0.0002 0.0007 -0.0024
O 1.9799 5.6402 16.0525 -0.0003 -0.0004 -0.0016
O 9.7118 1.0541 14.0443 0.0003 -0.0001 -0.0023
O 4.3839 6.9368 11.5513 0.0013 0 -0.0023
O 4.7542 4.4823 20.219 0.0002 0.0001 0.0025
O 9.9575 1.3267 16.6581 0.0002 -0.0002 -0.0006
O 6.6793 4.3168 11.6514 0.0011 0.0013 -0.0022
O 5.5875 8.4029 18.5732 -0.0002 0.0002 0.0016
O 9.0736 2.7353 20.2682 0.0001 -0.0002 0.0024
O 3.6025 1.1315 15.788 -0.0004 0.0006 -0.0007
O 4.2153 3.0751 17.9045 -0.0001 -0.0003 0.0009
O 9.9209 7.2224 20.8983 0 0.0001 0.0026
O 3.3378 8.6561 9.8255 -0.0005 -0.0014 -0.0008
O 3.9326 7.4215 16.3767 -0.0001 -0.0009 -0.0007
O 7.637 0.4716 15.7031 0.0004 0.0001 -0.0011
O 8.9177 7.2952 15.054 -0.0002 -0.0008 -0.002
O 3.9313 1.4353 21.141 0.0009 -0.0001 0.0031
O 1.5705 9.1203 11.6974 -0.0019 -0.0005 -0.002
O 2.3392 6.1303 10.1409 -0.0009 -0.0013 -0.0026
O 7.3538 6.4586 18.1369 0 0.0006 0.0011
O 7.2185 4.3605 21.1303 -0.0003 -0.0004 0.0027
O 4.5501 8.2425 13.8033 0.0006 -0.0002 -0.0029
O 3.3379 8.6533 19.958 0.0005 -0.0004 0.0021
O 2.4897 3.2407 19.8758 -0.0003 -0.0003 0.0026
O 3.7486 10.3648 17.9777 0.0006 -0.0008 0.0016

Results
free energy: -135409.852 eV
free energy less fixed offsets of As -4856.12, O -568.88, Si -635.61 eV per atom: -5.052 eV

The program warned: the cutoff lies below the one the program advises for these potential files; the exchange-correlation potential is rough where the density is thin.
